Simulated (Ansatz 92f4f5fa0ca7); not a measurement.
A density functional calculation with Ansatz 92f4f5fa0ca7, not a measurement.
Periodic cell of 171 atoms, Si99O72, from a study of silicon, its oxide and their interface. The atomic structure is a simulated model.

Settings
functional: r2SCAN
potential files: Ansatz norm-conserving
basis: plane waves
wave-function cutoff: 1300 eV
density cutoff ratio: 4
exchange-correlation grid ratio: 1
k mesh: 2 x 2 x 1, shifted by 0.5 0.5 0.5 of a step
self-consistency stop: 5e-08 eV per atom in the density residual
occupations: Fermi-Dirac, 0.05 eV
spin: none
net charge: 0

Cell vectors (angstrom)
a, 11.5403, 0, 0
b, 0, 11.5403, 0
c, -4.7591, 0.1076, 22.9388

Atoms: element, x, y, z (angstrom)
Si, -0.2679, -0.0288, 0.5583
Si, -0.2271, 2.9731, 0.988
Si, -0.1045, 6.0145, 0.4452
Si, 3.256, -0.2271, 0.2238
Si, 3.5499, 2.7621, 0.9422
Si, 3.698, 5.8743, 0.3954
Si, 7.4621, -0.1178, 0.202
Si, 7.4766, 2.917, 0.8486
Si, 7.6147, 5.9981, 0.5642
Si, 1.6175, -0.7209, 1.8427
Si, 1.6873, 2.867, 2.2667
Si, 1.7994, 6.6125, 1.697
Si, 5.4214, -0.8256, 1.3923
Si, 5.5362, 2.799, 2.1178
Si, 5.5878, 6.5522, 1.6988
Si, 9.2934, -0.7354, 1.6531
Si, 9.3576, 2.8939, 2.2045
Si, 9.5195, 6.5809, 1.8096
Si, 1.6757, 0.9059, 3.4677
Si, 1.7457, 4.9002, 3.3163
Si, 1.6897, 8.7076, 2.9981
Si, 5.5053, 0.7769, 3.2275
Si, 5.5426, 4.8154, 3.2702
Si, 5.5177, 8.718, 2.8648
Si, 9.3551, 0.8804, 3.3421
Si, 9.4393, 4.8649, 3.362
Si, 9.4004, 8.7331, 2.9568
Si, -0.2738, 0.868, 4.744
Si, -0.1692, 4.8489, 4.6501
Si, -0.2341, 8.7375, 4.4301
Si, 3.6538, 0.8657, 4.7072
Si, 3.6515, 4.8383, 4.647
Si, 3.6308, 8.7294, 4.4084
Si, 7.4102, 0.8336, 4.6428
Si, 7.4619, 4.8509, 4.5884
Si, 7.4385, 8.7355, 4.3473
Si, -0.2259, -1.0466, 6.1164
Si, -0.2087, 2.8878, 5.8972
Si, -0.236, 6.8328, 5.8399
Si, 3.6265, -1.0376, 6.1061
Si, 3.6472, 2.88, 5.9155
Si, 3.6266, 6.8318, 5.8515
Si, 7.4369, -1.0602, 6.0555
Si, 7.48, 2.8757, 5.8017
Si, 7.4132, 6.8398, 5.7847
Si, 1.7055, -1.0188, 7.5571
Si, 1.705, 2.8624, 7.2425
Si, 1.6827, 6.8168, 7.2048
Si, 5.5472, -1.0211, 7.5308
Si, 5.6116, 2.9359, 7.1739
Si, 5.5365, 6.8482, 7.2166
Si, 9.363, -1.041, 7.4809
Si, 9.3813, 2.8901, 7.1696
Si, 9.338, 6.7516, 7.1175
Si, 1.725, 1.105, 8.8095
Si, 1.667, 4.8407, 8.4507
Si, 1.6637, 8.4644, 8.8648
Si, 5.6781, 1.16, 8.6457
Si, 5.5903, 4.8778, 8.4519
Si, 5.483, 8.494, 8.8851
Si, 9.4377, 1.1129, 8.6588
Si, 9.3591, 4.8249, 8.4407
Si, 9.2924, 8.4147, 8.6963
Si, 11.2715, 1.5506, 10.091
Si, 11.2697, 4.7709, 9.7827
Si, 11.1653, 7.9311, 10.0085
Si, 3.7745, 1.7838, 9.88
Si, 3.6319, 4.8723, 9.7098
Si, 3.5614, 7.9391, 10.2431
Si, 7.6134, 1.581, 10.0636
Si, 7.4844, 4.8085, 9.8334
Si, 7.4407, 7.9951, 10.1184
Si, 9.6047, 9.8372, 14.3075
Si, 4.7067, 0.4355, 12.5674
Si, 9.1067, 7.0067, 15.6028
Si, -0.1285, 10.4544, 11.8977
Si, 3.0761, 7.6321, 16.82
Si, 3.4988, 7.483, 20.7532
Si, 2.4677, 10.2638, 20.2469
Si, 5.3641, 2.8995, 14.4323
Si, 4.1407, 10.2751, 17.5765
Si, 9.5171, 4.5816, 16.9037
Si, 2.8271, 3.1849, 17.4333
Si, 2.1665, -1.5571, 15.4348
Si, 7.3767, 4.7095, 15.1158
Si, 2.7296, -1.6948, 12.6146
Si, 5.2651, 1.4568, 17.3719
Si, 7.442, -0.9385, 12.1127
Si, 1.0039, 1.0835, 16.3543
Si, 0.2519, 0.339, 19.0019
Si, -3.6798, 12.8264, 18.7219
Si, -1.6554, 0.1705, 16.8447
Si, 6.6144, -3.7782, 20.6001
Si, 4.4837, 5.1879, 15.725
Si, 8.4225, 6.7077, 18.4229
Si, 2.0718, 5.6172, 18.9944
Si, -1.2575, 3.0425, 19.2501
Si, -0.8142, 5.9216, 20.2741
Si, 7.8804, -0.9466, 21.02
O, 1.8555, 2.4937, 16.2624
O, -0.1239, -0.7745, -0.8906
O, 0.7007, 6.0343, 19.7311
O, 9.7545, 6.8658, 19.3547
O, -0.1718, 4.3712, 0.056
O, 10.5332, 3.615, 17.7123
O, 3.8182, 6.4106, -1.1632
O, -3.0646, 0.8295, 17.2743
O, 2.5631, -0.882, -1.169
O, 1.8673, -2.8736, 16.373
O, 3.4038, 1.4281, -0.0783
O, 8.4306, 5.1435, 17.9886
O, 7.8943, 7.0706, -0.6433
O, 7.4945, 1.5421, -0.1226
O, 8.5517, 3.8209, 15.8374
O, 10.2148, 5.8712, 16.1296
O, 7.7661, 0.0243, 19.7258
O, -0.988, -0.4194, 18.234
O, 5.9462, -0.5901, 12.6108
O, 3.6799, 3.3698, 10.4906
O, 1.4804, 10.381, 11.7492
O, 8.4782, 7.5846, 17.0237
O, -0.5103, 11.9293, 11.2758
O, 3.0092, 10.8216, 21.6724
O, -0.69, 9.1169, 11.1354
O, 4.1497, 0.7522, 11.0928
O, 4.2924, 4.1589, 14.4483
O, 3.7596, 4.3915, 16.9118
O, 3.4963, 10.6279, 16.1152
O, 6.0927, 5.2153, 16.0163
O, 4.2266, 8.6129, 17.5266
O, 7.4723, 6.3528, 10.6486
O, 5.4559, 2.0715, 15.858
O, 9.6201, 8.2321, 14.6693
O, 3.3939, 10.6626, 18.9707
O, 0.079, 6.7883, -0.9927
O, -2.7508, 2.4298, 19.3936
O, 11.2639, 3.2102, 10.5549
O, 7.533, 4.3893, 0.0106
O, 5.3817, -0.1895, 17.4943
O, 2.2154, -2.3438, 14.0096
O, 3.519, -0.4174, 13.2315
O, 1.3761, 0.5939, 17.8611
O, -1.9247, -0.975, 15.7534
O, 1.2377, -0.2045, 15.3552
O, 7.8559, 0.3905, 11.2259
O, 3.8404, 2.0131, 17.9463
O, 3.8536, 6.7038, 15.679
O, 11.2214, 6.3037, 10.5849
O, -0.2223, 1.8058, 19.5646
O, 4.9894, 1.8335, 13.3022
O, -5.1055, 13.514, 18.3752
O, 7.5427, 3.2329, 10.566
O, 2.2441, 6.5763, 17.7046
O, 3.6005, 6.2877, 10.6514
O, 3.5684, -2.7284, 11.676
O, 3.3111, 6.0613, 19.9611
O, 7.4851, 9.2042, 11.2615
O, -0.6162, 1.2888, 16.2379
O, 7.5876, -2.4767, 20.5731
O, 6.7824, 3.6357, 14.0402
O, -0.6395, 10.2818, 13.4363
O, -0.2444, 1.5844, 0.0632
O, -1.1557, 4.3181, 20.2406
O, 8.3092, -1.2097, 13.4645
O, 0.9562, -0.6393, 20.0823
O, 2.0249, 4.0055, 18.6244
O, 3.5679, 4.2276, 0.1648
O, 7.0606, 6.9718, 19.2468
O, 5.0111, -3.4793, 20.5502
O, 2.446, 8.6356, 20.2729
O, 8.0619, 6.1338, 14.6679

Results
free energy: -45072.323 eV
free energy less fixed offsets of O -463.61, Si -117.95 eV per atom: -15.353 eV
pressure: -2.86 GPa
stress xx, yy, zz, yz, xz, xy (GPa, positive in tension): 0.29, 6.84, 1.46, 0.04, 0.04, -0.2

Forces (eV/angstrom), in the order of the atoms: element, x, y, z
Si, -0.0977, 0.1744, -0.7245
Si, -0.0016, 0.011, -1.1569
Si, -0.0749, -0.3123, -0.5688
Si, -0.247, 0.3907, -0.4008
Si, 0.0543, 0.0185, -1.0267
Si, 0.0825, -0.2171, -0.539
Si, 0.2326, 0.2206, -0.5105
Si, 0.0089, 0.0674, -1.0088
Si, 0.0227, -0.1988, -0.3385
Si, -0.0983, -0.0067, -0.195
Si, -0.1061, -0.0462, -0.047
Si, 0.0148, -0.0848, -0.0044
Si, -0.0308, 0.1757, -0.2376
Si, -0.0052, 0.071, -0.1114
Si, -0.0186, -0.0701, -0.2025
Si, 0.1249, 0.0654, -0.1477
Si, 0.0144, 0.0162, -0.188
Si, 0.0567, -0.0749, -0.1926
Si, 0.0276, -0.107, 0.4157
Si, 0.0881, 0.154, 0.2954
Si, 0.0312, -0.0175, -0.1124
Si, 0.0022, -0.1744, 0.1474
Si, -0.0363, -0.0068, 0.236
Si, -0.0111, -0.0673, -0.0975
Si, 0.0262, -0.1946, 0.4154
Si, 0.0557, 0.2161, 0.3971
Si, -0.0168, 0.0316, -0.0872
Si, -0.0256, -0.0603, -0.0928
Si, -0.0172, 0.0403, -0.1788
Si, -0.0231, -0.0667, 0.045
Si, -0.0228, 0.0145, 0.0262
Si, 0.0043, 0.1774, -0.1319
Si, 0.0336, 0.001, 0.0579
Si, -0.0146, -0.0461, -0.0352
Si, -0.0143, 0.1422, -0.1713
Si, 0.0239, -0.0436, 0.0765
Si, 0.0204, 0.0518, -0.1022
Si, 0.0602, -0.0398, 0.243
Si, -0.0102, 0.0577, 0.093
Si, 0.0007, 0.0059, -0.133
Si, 0.0293, -0.1666, 0.1063
Si, -0.0273, -0.0197, 0.0452
Si, 0.043, 0.063, -0.1217
Si, -0.0945, -0.0111, 0.1702
Si, -0.0491, -0.038, 0.0563
Si, -0.0158, 0.0155, 0.1968
Si, -0.0788, -0.1871, -0.1392
Si, 0.0072, 0.0762, -0.2066
Si, 0.0061, 0.042, 0.1819
Si, 0.1907, -0.0094, -0.2403
Si, 0.0543, 0.134, -0.2079
Si, 0.0017, -0.0075, 0.2144
Si, -0.0036, -0.0981, -0.2188
Si, -0.0346, 0.1047, -0.2612
Si, 0.1041, 0.129, 0.2828
Si, 0.0451, 0.0132, 0.2653
Si, -0.0147, 0.0294, 0.279
Si, 0.0477, 0.0893, 0.1937
Si, -0.0344, -0.0808, 0.2147
Si, -0.0503, -0.0475, 0.1444
Si, -0.008, 0.0162, 0.0264
Si, -0.0407, -0.0499, 0.2181
Si, -0.0074, 0.0348, 0.0995
Si, 0.0304, 0.3113, -0.0417
Si, 0.0963, -0.0074, 0.3562
Si, -0.0096, -0.3832, 0.2594
Si, -0.0194, 0.104, 0.4251
Si, -0.0622, 0.0374, 0.6343
Si, 0.0718, -0.2721, 0.5118
Si, -0.1313, 0.2295, 0.0609
Si, -0.0159, 0.1535, 0.3235
Si, 0.0244, -0.294, 0.2153
Si, -0.0081, -0.1016, 0.5063
Si, -0.1232, 0.054, 0.1325
Si, 0.1141, 0.1642, -0.0456
Si, 0.0658, -0.0253, 0.0789
Si, -0.1289, -0.0806, -0.0499
Si, -0.0244, -0.1757, -0.2795
Si, -0.2485, 0.0019, -0.2801
Si, 0.0408, -0.1169, 0.1028
Si, 0.1035, 0.1318, -0.1785
Si, 0.005, -0.285, 0.0654
Si, -0.0067, 0.0394, 0.1036
Si, 0.0091, 0.0922, 0.0033
Si, 0.0643, -0.0518, 0.0737
Si, 0.0177, -0.1106, 0.2842
Si, 0.1805, 0.0385, 0.1871
Si, -0.1522, -0.0896, 0.0248
Si, 0.0698, 0.0695, 0.0533
Si, -0.0839, -0.0282, -0.0466
Si, -0.0087, 0.2959, -0.1918
Si, -0.2989, -0.0887, -0.0089
Si, 0.0476, -0.0228, -0.295
Si, -0.1256, 0.1107, 0.0549
Si, -0.1066, -0.0624, 0.0228
Si, 0.0296, -0.0583, -0.0812
Si, -0.0993, -0.054, -0.0533
Si, 0.0161, -0.0829, -0.3307
Si, -0.0251, 0.0235, -0.1323
O, -0.0043, -0.1575, 0.2478
O, 0.168, 0.0961, 0.1875
O, -0.0375, -0.0437, 0.0708
O, 0.0008, -0.2347, 0.0731
O, 0.0039, 0.3614, 0.8316
O, -0.1503, 0.083, 0.1955
O, -0.0711, -0.1934, 0.4746
O, 0.181, 0.0028, 0.258
O, 0.2097, 0.2724, 0.3449
O, 0.3777, 0.17, -0.0905
O, 0.105, -0.298, 0.6139
O, 0.2271, 0.2478, -0.159
O, -0.1337, -0.2824, -0.1434
O, -0.0551, -0.362, 0.6781
O, -0.0309, 0.3886, 0.0673
O, -0.4918, -0.0117, 0.058
O, 0.0852, -0.2053, 0.37
O, 0.1921, 0.3804, -0.0544
O, 0.1381, 0.0644, -0.2383
O, 0.0198, -0.3228, -0.6459
O, -0.0882, -0.0136, 0.0973
O, 0.1444, -0.3629, -0.0706
O, 0.0801, -0.0291, 0.0783
O, -0.173, 0.1463, 0.3849
O, 0.1967, 0.0503, 0.1444
O, -0.0656, 0.2118, 0.2137
O, 0.2922, -0.0374, 0.2986
O, -0.0878, -0.1076, -0.0903
O, -0.2214, -0.1783, 0.1365
O, -0.0556, -0.1628, -0.2719
O, -0.267, 0.1196, -0.0615
O, 0.0134, 0.0367, -0.5766
O, -0.0828, 0.1452, -0.1365
O, -0.0695, 0.1672, 0.0006
O, -0.0828, -0.1543, 0.148
O, -0.1124, -0.1464, 0.1665
O, 0.2154, -0.1001, -0.1404
O, -0.0271, -0.0108, -0.4446
O, -0.0291, 0.337, 0.7572
O, -0.291, -0.0091, 0.0275
O, 0.1082, 0.2695, -0.3042
O, -0.0006, -0.1361, -0.1927
O, -0.3183, 0.0604, -0.1044
O, 0.0943, -0.0026, -0.2538
O, 0.1704, -0.1222, 0.1807
O, -0.123, 0.1798, 0.1115
O, -0.0462, 0.0965, -0.2159
O, -0.0238, -0.1267, 0.2427
O, 0.0054, 0.2131, -0.5678
O, -0.098, -0.0404, -0.0922
O, 0.0046, -0.1712, -0.1
O, 0.0345, -0.2663, -0.157
O, -0.0174, -0.1043, -0.4362
O, 0.1796, -0.0342, 0.13
O, 0.0276, 0.2566, -0.6917
O, -0.1525, -0.1807, -0.336
O, -0.1252, 0.3385, 0.0927
O, 0.0506, -0.088, 0.1183
O, 0.1922, -0.1964, 0.1893
O, -0.0552, 0.0096, 0.0831
O, -0.2396, 0.1232, 0.261
O, 0.0011, 0.0516, -0.4749
O, 0.0389, -0.3666, 0.8188
O, 0.035, 0.1366, -0.0959
O, 0.0401, 0.0282, -0.4537
O, 0.2297, 0.0168, -0.0355
O, 0.1212, 0.1318, -0.1791
O, 0.0206, 0.3599, 0.3155
O, 0.0299, 0.1606, 0.3269
O, 0.0314, -0.1016, 0.1044
O, 0.1971, 0.0287, 0.1231
O, 0.0783, -0.1529, 0.3239
